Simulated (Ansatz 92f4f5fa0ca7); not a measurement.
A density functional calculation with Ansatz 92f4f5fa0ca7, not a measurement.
Periodic cell of 210 atoms, Si128O78As4, from a study of silicon, its oxide and their interface. The atomic structure is a simulated model.
Doubt: the cutoff is far below the 930 eV that the study's wrapper takes by default for these files, so forces and energies are approximate.
This geometry differs little from another in the collection (a relaxation step or a small displacement).

Settings
functional: PBE
potential files: Ansatz PAW
basis: plane waves
wave-function cutoff: 580 eV
density cutoff ratio: 5
exchange-correlation grid ratio: 1
k mesh: 1 x 1 x 1, Gamma-centred
self-consistency stop: 5e-08 eV per atom in the density residual
occupations: fixed
spin: none
net charge: 0

Cell vectors (angstrom)
a  10.938  0  0
b  0  10.938  0
c  0  0  31.0733

Atoms: element, x, y, z (angstrom)
Si  10.3238  0.5874  23.5716
Si  5.7409  10.6684  23.8567
As  2.2857  3.2312  23.4494
Si  8.7053  2.4671  23.6514
As  0.4242  5.0403  23.4726
Si  5.1249  5.9139  23.8247
Si  3.3286  7.5245  23.5636
Si  7.471  8.9587  23.7661
Si  1.272  1.4644  24.8183
Si  6.8867  1.4773  24.9168
Si  4.0058  4.1524  24.9414
Si  9.6939  4.1182  24.9924
Si  1.4327  6.7687  24.847
Si  6.8279  6.9848  24.9895
Si  4.0249  9.4812  24.8914
Si  9.4799  9.692  24.8438
Si  2.6715  0.0214  26.1911
Si  8.1758  0.0534  26.326
Si  0.0124  2.7188  26.3561
Si  5.4352  2.7731  26.2538
Si  2.717  5.4982  26.3473
Si  8.2179  5.5071  26.2511
Si  -0.0166  8.2226  26.1665
Si  5.4161  8.2454  26.3665
Si  4.1018  1.3673  27.655
Si  9.5708  1.3673  27.655
Si  1.3673  4.1018  27.655
Si  6.8362  4.1018  27.655
Si  4.1018  6.8362  27.655
Si  9.5708  6.8362  27.655
Si  1.3673  9.5708  27.655
Si  6.8362  9.5708  27.655
Si  0  0  29.0223
Si  5.469  0  29.0223
Si  2.7345  2.7345  29.0223
Si  8.2035  2.7345  29.0223
Si  0  5.469  29.0223
Si  5.469  5.469  29.0223
Si  2.7345  8.2035  29.0223
Si  8.2035  8.2035  29.0223
Si  1.3673  1.3673  30.3895
Si  6.8362  1.3673  30.3895
Si  4.1018  4.1018  30.3895
Si  9.5708  4.1018  30.3895
Si  1.3673  6.8362  30.3895
Si  6.8362  6.8362  30.3895
Si  4.1018  9.5708  30.3895
Si  9.5708  9.5708  30.3895
Si  2.7345  0  0.6835
Si  8.2035  0  0.6835
Si  0  2.7345  0.6835
Si  5.469  2.7345  0.6835
Si  2.7345  5.469  0.6835
Si  8.2035  5.469  0.6835
Si  0  8.2035  0.6835
Si  5.469  8.2035  0.6835
Si  4.1018  1.3673  2.0507
Si  9.5708  1.3673  2.0507
Si  1.3673  4.1018  2.0507
Si  6.8362  4.1018  2.0507
Si  4.1018  6.8362  2.0507
Si  9.5708  6.8362  2.0507
Si  1.3673  9.5708  2.0507
Si  6.8362  9.5708  2.0507
Si  0  0  3.418
Si  5.469  0  3.418
Si  2.7345  2.7345  3.418
Si  8.2035  2.7345  3.418
Si  0  5.469  3.418
Si  5.469  5.469  3.418
Si  2.7345  8.2035  3.418
Si  8.2035  8.2035  3.418
Si  1.3844  1.3017  4.7598
Si  6.8701  1.3618  4.8477
Si  4.1316  4.0823  4.6739
Si  9.5822  4.0555  4.893
Si  1.393  6.8109  4.8479
Si  6.8678  6.8033  4.724
Si  4.0984  9.5397  4.8635
Si  9.6051  9.5538  4.7191
Si  2.6631  -0.053  6.2441
Si  8.2945  -0.0707  6.1509
Si  0.0511  2.5728  6.2202
Si  5.4341  2.8039  6.1065
Si  2.8566  5.3757  6.1018
Si  8.1272  5.4794  6.2058
Si  -0.0463  8.1991  6.1603
Si  5.5053  8.0686  6.129
Si  3.7113  1.7646  7.359
Si  10.0551  0.7651  7.5548
Si  1.881  3.5911  7.323
As  6.3701  4.5043  7.6003
As  4.5466  6.3477  7.5812
Si  9.0428  7.35  7.3905
Si  0.9708  9.7756  7.6157
Si  7.2869  9.0763  7.3066
O  1.2227  4.3485  8.6522
O  4.4926  1.1459  8.7039
O  6.846  9.6315  8.8045
O  9.4755  7.1931  8.9856
O  9.3574  1.2975  9.0056
O  1.4939  8.853  8.9755
O  8.5012  3.2648  22.181
O  10.4801  11.0759  21.9726
O  3.1367  7.4785  21.8963
O  5.8236  5.5188  22.3666
O  5.0905  0.2159  22.39
O  7.3962  8.9267  22.0996
Si  3.6615  7.6665  15.2122
Si  6.8786  9.8509  10.409
Si  6.3283  5.8301  20.8519
Si  4.2855  0.3075  10.0865
Si  9.967  6.9941  10.5164
Si  1.7593  2.492  14.6247
Si  2.8903  6.725  12.5369
Si  9.4414  0.7194  10.537
Si  4.8329  5.0304  16.5398
Si  0.7591  4.4634  10.1849
Si  0.7411  5.0586  14.0238
Si  2.2051  9.7776  19.2257
Si  2.3209  4.8289  18.5747
Si  10.6995  5.8767  16.911
Si  5.5087  10.1068  15.852
Si  5.219  4.5997  12.3722
Si  7.6852  3.7951  13.9973
Si  5.3702  0.9698  20.9831
Si  8.0224  8.3672  20.7098
Si  10.1574  9.8288  14.5422
Si  7.7531  5.788  16.4014
Si  7.5744  8.2268  14.6593
Si  10.4868  10.2108  20.5922
Si  9.0454  1.3488  18.6153
Si  9.751  3.3762  11.9776
Si  6.6231  10.3042  18.7421
Si  2.5054  8.7965  10.2996
Si  3.2949  1.9075  19.1886
Si  3.0021  2.624  11.701
Si  7.7128  3.065  20.7593
Si  1.0967  8.4647  16.6233
Si  0.2397  9.7261  11.6595
Si  9.6396  1.6975  15.5369
Si  4.272  2.0011  16.2663
Si  3.4967  7.1492  20.3297
Si  7.1523  6.9647  11.8291
O  2.9121  7.3237  10.9804
O  8.3347  3.9483  12.5087
O  1.8699  4.1219  14.747
O  4.1659  2.0014  20.5754
O  9.4975  1.7684  11.7991
O  -0.0286  7.465  17.2554
O  6.7575  1.7891  21.0779
O  7.3646  9.0152  19.3799
O  8.2658  10.5743  10.8739
O  4.5562  6.316  15.5352
O  3.2014  1.1948  10.9293
O  9.5869  8.8371  20.6944
O  7.0339  7.3057  13.426
O  10.863  -0.0724  10.545
O  7.9763  5.0431  14.976
O  7.6789  6.7668  20.6989
O  10.4106  8.3581  11.2648
O  8.4166  2.5196  14.7737
O  6.6915  9.598  14.8396
O  10.0492  0.2798  19.3617
O  0.8877  5.0218  17.7664
O  8.762  2.6517  19.5694
O  1.9507  3.7125  11.0396
O  2.2701  7.4866  16.0445
O  10.7404  10.2856  13.1051
O  5.5  10.7931  19.8079
O  5.7186  10.9464  10.8226
O  4.2939  1.897  17.8929
O  5.0444  6.5795  20.1226
O  2.3524  2.1445  13.1347
O  1.6423  9.5023  17.7295
O  1.8384  9.5131  11.6098
O  2.5837  0.4346  19.2307
O  9.1149  8.6105  14.324
O  3.4163  7.8378  13.6057
O  2.7339  1.8133  15.7368
O  2.34  3.2573  19.1165
O  3.7565  9.7131  9.8139
O  3.8898  5.4615  12.754
O  3.319  8.5968  19.5441
O  6.1593  5.6748  11.5344
O  4.8064  3.5099  15.8878
O  -0.1144  5.6715  15.274
O  7.6396  0.5732  18.3458
O  0.4875  9.3626  15.4271
O  4.237  9.123  15.6315
O  0.3591  6.0218  10.5203
O  9.3688  0.1215  15.2456
O  10.8144  4.044  13.0491
O  0.2098  2.0409  14.9607
O  9.6137  1.898  17.1726
O  9.1246  5.5369  17.289
O  6.0895  3.9009  13.5888
O  6.8335  4.3682  20.2891
O  2.4656  5.9789  19.7562
O  3.6595  5.0523  17.6635
O  1.0439  9.6276  20.3514
O  10.2517  3.7468  10.4706
O  4.5085  3.3017  11.6407
O  1.4135  6.2222  13.0911
O  6.3725  5.2431  17.1171
O  8.6555  6.4961  11.3669
O  7.548  7.3763  16.0565
O  5.1694  0.7678  15.6347
O  5.9032  9.8279  17.3925
O  6.7167  8.3605  11.0757

Results
free energy: -145155.378 eV
free energy less fixed offsets of As -4856.12, O -568.88, Si -635.61 eV per atom: -0.178 eV

Forces (eV/angstrom), in the order of the atoms: element, x, y, z
Si  -0.003  -0.0096  0.0051
Si  0.0081  -0.005  -0.001
As  0.0084  -0.0121  0.0086
Si  0.005  0.0073  -0.0074
As  -0.004  0.0091  0.0108
Si  0.0151  0.0063  0.0019
Si  -0.0063  0.002  -0.0025
Si  -0.005  0.0064  0.0054
Si  0.0048  0.0004  -0.0123
Si  -0.0134  -0.0082  0.0042
Si  -0.0023  -0.0057  -0.007
Si  -0.0014  0.0051  -0.0108
Si  -0.0036  -0.0011  -0.0125
Si  -0.0001  0.0003  -0.0019
Si  0.0035  0.0034  -0.0002
Si  -0.0023  0.0019  -0.0048
Si  -0.0046  -0.0065  0.003
Si  0.0022  0.0004  -0.0024
Si  -0.0085  -0.0078  0.0137
Si  0.0103  0.0055  -0.0002
Si  0.0087  0.003  0.0114
Si  -0.0068  -0.0017  -0.002
Si  0.0002  0.0063  0.002
Si  -0.0002  -0.0047  0
Si  -0.1305  -0.1493  -0.5758
Si  -0.0634  -0.0535  0.5194
Si  0.0759  -0.003  0.4408
Si  -0.0431  0.228  -0.3828
Si  -0.0383  0.0299  0.6043
Si  0.2251  0.2158  -0.4357
Si  -0.2437  0.0632  -0.6537
Si  -0.1265  0.336  0.3528
Si  -0.0817  -0.0341  0.0316
Si  0.0816  -0.0725  0.0379
Si  -0.023  0.0659  0.0151
Si  0.0787  -0.0415  0.0084
Si  0.0658  -0.0441  0.0049
Si  0.0141  0.0615  0.0356
Si  0.0791  -0.0851  0.0089
Si  0.0192  0.0644  -0.0145
Si  0.0447  -0.0299  0.0047
Si  -0.0913  0.0614  -0.0177
Si  0.051  -0.0714  0.0109
Si  -0.0729  0.0756  -0.0253
Si  -0.068  0.055  -0.0215
Si  0.0038  -0.0172  0.0118
Si  -0.046  0.069  -0.0196
Si  0.0015  -0.0119  0.019
Si  0.07  -0.0783  0.0125
Si  -0.0215  0.0305  -0.0084
Si  -0.0452  0.019  -0.0245
Si  0.0796  -0.0412  0.0234
Si  0.0097  0.0444  -0.0103
Si  0.0749  -0.0663  0.0092
Si  0.0614  -0.0723  0.0154
Si  -0.0434  0.0319  -0.017
Si  -0.0785  0.0269  -0.0203
Si  0.0601  -0.0171  -0.0062
Si  -0.0583  -0.0855  -0.0022
Si  -0.0579  0.0935  -0.0358
Si  0.0649  -0.0167  -0.0031
Si  -0.0856  0.0444  -0.014
Si  -0.0831  0.0682  -0.046
Si  0.0054  -0.0293  0.0025
Si  0.1177  -0.0713  -0.5916
Si  -0.0057  -0.0567  0.6782
Si  -0.1879  -0.3825  -0.3382
Si  0.093  0.0401  0.4704
Si  -0.0278  -0.204  0.7046
Si  0.2579  0.0549  -0.7128
Si  -0.0289  -0.0297  0.4327
Si  0.1463  -0.0003  -0.412
Si  0.0037  0.003  -0.0066
Si  -0.0033  -0.0058  -0.0023
Si  -0.0123  -0.0097  -0.0196
Si  0.0068  0.0051  -0.0023
Si  -0.0045  -0.0019  -0.0023
Si  0.017  0.0175  -0.0245
Si  0.0023  0.0054  -0.0024
Si  -0.0003  0.0003  -0.0087
Si  -0.0035  -0.0041  0.0036
Si  0.0026  0.0017  0.0035
Si  -0.0034  -0.0055  0.0048
Si  0.0095  0.0005  0.0102
Si  -0.0022  0.0087  0.0094
Si  0.0004  -0.0073  0.0122
Si  0.0039  0.0042  0.0047
Si  -0.0116  0.0015  0.0083
Si  0.0013  -0.0065  0.0019
Si  -0.0005  -0.0019  -0.0045
Si  -0.0026  0.0007  -0.0039
As  0.0031  -0.0062  -0.0065
As  -0.0114  0.0058  -0.008
Si  0.0063  -0.002  -0.0035
Si  -0.0006  0.0014  -0.0052
Si  0.0028  0.0087  0.0004
O  0.002  -0.0007  -0.0013
O  -0.0001  0.0045  -0.005
O  -0.0005  -0.0024  -0.0033
O  -0.0028  -0.0015  -0.0023
O  -0.0024  0.0012  0.0013
O  0.0032  -0.0036  0.0025
O  0.0015  -0.0012  0.0061
O  0.0021  0.004  0.0005
O  -0.0025  -0.0025  0.0022
O  -0.0051  -0.0019  0.003
O  -0.0029  0.005  -0.0037
O  0.0034  -0.0037  -0.0071
Si  0.0001  -0.0002  -0.001
Si  -0.0004  0.0011  0.0026
Si  0  0.0016  -0.0002
Si  -0.0039  -0.0025  0.002
Si  0.0014  0.0014  0.0024
Si  0.0011  -0.0007  0.001
Si  -0.0009  0.0011  -0.0026
Si  0.0032  0.0002  -0.0026
Si  -0.0002  -0.0011  -0.0008
Si  -0.0005  -0.0011  0.0025
Si  0.0009  -0.0004  -0.0001
Si  -0.001  0.0002  -0.0003
Si  0.0003  0.0012  -0.0031
Si  -0.0007  -0.0001  0.0001
Si  -0.0005  0.0005  0.0005
Si  -0.0019  -0.0015  0.0033
Si  -0.0021  0  0.0017
Si  0.0003  -0.0055  0.0043
Si  -0.0048  0.0043  0.0045
Si  -0.0001  0.0003  -0.0008
Si  -0.0009  -0.0005  -0.0007
Si  -0.0004  -0.0001  0.001
Si  -0.0019  -0.0014  -0.0023
Si  -0.0006  -0.001  -0.0002
Si  0.0009  -0.0016  0.0004
Si  -0.0008  -0.0007  0.0009
Si  -0.0028  0.0005  -0.0008
Si  0.0038  -0.003  -0.0022
Si  -0.0001  -0.0012  0.0009
Si  -0.0032  -0.0036  -0.0025
Si  -0.0003  0.0006  -0.0003
Si  0.0017  0.0007  -0.0017
Si  -0.0005  0.0002  -0.0001
Si  -0.0004  0.0002  -0.0015
Si  0.0002  0.0005  -0.001
Si  0.0003  0.0002  0.0023
O  0.0006  -0.0008  -0.0017
O  0.0008  -0.0003  -0.0016
O  -0.0011  0.0002  -0.0009
O  -0.0022  0.0007  0.0013
O  -0.0004  0.0008  -0.0003
O  0  -0.0003  -0.0006
O  0.002  0.003  -0.0014
O  -0.0001  0.0002  -0.0025
O  -0.0019  -0.0019  -0.0002
O  -0.0005  -0.0001  0.0005
O  0.0008  0.0009  -0.0016
O  0.002  -0.0001  -0.0017
O  -0.0004  -0.0001  -0.0017
O  -0.0016  -0.0005  0.0019
O  0.0001  -0.0002  -0.0007
O  -0.0004  -0.0026  -0.0005
O  -0.0011  -0.001  -0.0006
O  0.0004  -0.0001  -0.0009
O  -0.0003  -0.0003  -0.0014
O  0  0.0001  -0.0001
O  0.0004  -0.0005  0.0025
O  0.0001  0.0004  0.0008
O  -0.0003  0.0011  -0.0027
O  -0.0009  -0.0002  -0.0003
O  -0.0009  0.0002  -0.0001
O  -0.0018  0.002  -0.0012
O  0.0007  -0.0002  -0.0014
O  -0.0014  0.0003  0.0016
O  -0.0004  -0.0005  -0.0005
O  -0.0003  0.0003  -0.001
O  0  -0.0005  -0.0005
O  0.0012  -0.0017  -0.0013
O  -0.0003  0.0016  0.001
O  -0.0002  -0.0001  -0.0009
O  -0.0001  0.0001  0.0001
O  -0.0004  0.0001  -0.0008
O  -0.0008  -0.0007  0.0019
O  0.0014  -0.0003  -0.0007
O  0.0022  -0.0015  -0.0028
O  0.0003  -0.0011  -0.0007
O  0.0003  0  -0.0027
O  -0.0005  0.0008  0
O  0.0002  0  -0.0009
O  0.0004  0.0002  -0.0005
O  -0.0001  -0.0006  -0.0005
O  -0.0004  -0.0008  -0.0005
O  0.0002  -0.0011  -0.0005
O  -0.0002  -0.0002  -0.0005
O  -0.0009  -0.0005  -0.0009
O  -0.0006  -0.0001  -0.0011
O  -0.0001  0.0002  -0.0006
O  -0.0004  -0.0002  -0.0008
O  0.0001  0.0006  -0.0025
O  -0.0007  -0.0005  0.0003
O  -0.0002  -0.0001  0.0012
O  -0.0016  -0.0004  0.0004
O  -0.0006  0.0005  -0.0005
O  -0.0008  0.0002  -0.0004
O  0.0008  0.0012  -0.0019
O  -0.001  -0.0003  0.0002
O  0  0  -0.0009
O  -0.0014  -0.001  -0.0011
O  -0.0001  -0.0002  -0.0005
O  -0.0006  -0.0005  -0.0008
O  0.0002  -0.0002  -0.0007
O  -0.0007  -0.0008  -0.0013

The program warned: the cutoff lies below the one the program advises for these potential files; the forces do not sum to zero within the program's tolerance; the exchange-correlation potential is rough where the density is thin.
